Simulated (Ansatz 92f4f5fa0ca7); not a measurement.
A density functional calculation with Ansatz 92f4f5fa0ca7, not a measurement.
Periodic cell of 226 atoms, Si133O92B1, from a study of silicon, its oxide and their interface. The atomic structure is a simulated model.
Doubt: the cutoff is far below the 930 eV that the study's wrapper takes by default for these files, so forces and energies are approximate.

Settings
functional: PBE
potential files: Ansatz PAW
basis: plane waves
wave-function cutoff: 580 eV
density cutoff ratio: 5
exchange-correlation grid ratio: 1
k mesh: 1 x 1 x 1, Gamma-centred
self-consistency stop: 5e-08 eV per atom in the density residual
occupations: fixed
spin: none
net charge: -1 e, with a uniform compensating background and no finite-size correction

Cell vectors (angstrom)
a  10.938  0  0
b  0  10.938  0
c  0  0  31.9494

Atoms and the computed forces on them: element, x, y, z (angstrom), force x, y, z (eV/angstrom)
Si  10.6128  0.0072  24.4333  0.0283  0.0932  0.2952
Si  5.0889  0.1244  24.6978  -0.0269  0.0475  0.2827
Si  2.8294  2.2941  24.5472  0.0163  -0.06  0.2838
Si  8.5516  2.4443  24.5983  0.0105  -0.0378  0.2862
Si  10.7176  5.5955  24.3766  -0.1015  -0.0072  0.2723
Si  5.1485  5.6138  24.477  -0.0621  0.073  0.2268
Si  2.9719  7.9511  24.4451  0.0714  -0.0202  0.2975
Si  8.4242  7.8419  24.4416  0.0385  -0.0895  0.2483
Si  1.2899  1.1313  25.8487  0.0317  -0.0012  0.099
Si  6.8128  1.329  25.8103  0.0362  0.0077  -0.025
Si  3.9792  4.0074  25.7638  0.0211  0.0494  -0.0046
Si  9.6854  4.0235  25.8842  0.0656  -0.0088  -0.0096
Si  1.3378  6.7927  25.7406  0.0312  0.0118  -0.0023
Si  6.8037  6.7257  25.7669  0.0061  0.0172  0.0024
Si  3.9948  9.4728  25.9857  -0.0416  -0.0008  0.0025
Si  9.4905  9.4469  25.8341  -0.0142  -0.009  -0.0003
Si  2.6227  -0.1331  27.3289  -0.0014  -0.0415  -0.0184
Si  8.1811  -0.0564  27.207  -0.0897  -0.0247  -0.019
Si  0.0888  2.6581  27.2438  -0.0162  0.0434  -0.0275
Si  5.4213  2.7225  27.1726  0.0344  -0.0174  -0.0388
Si  2.6671  5.3866  27.1751  -0.0385  -0.0158  -0.069
Si  8.1919  5.3795  27.1613  -0.0254  -0.0178  -0.0406
Si  0.0243  8.1914  27.1942  -0.0388  -0.0354  -0.043
Si  5.5145  8.1446  27.2061  0.0078  0.0072  -0.0113
Si  4.0357  1.3445  28.5658  -0.0571  -0.033  0.0394
Si  9.6016  1.3113  28.5784  0.0294  0.0046  0.0316
Si  1.4198  4.0081  28.6518  -0.0831  0.025  -0.0782
Si  6.806  4.064  28.5516  -0.0055  0.0251  -0.0348
Si  4.0801  6.772  28.5079  0.0274  0.0919  0.058
Si  9.5687  6.7888  28.499  -0.0471  0.003  0.0778
Si  1.2627  9.5365  28.7292  0.0913  0.0883  -0.2132
Si  6.8328  9.5423  28.596  -0.0244  -0.0073  -0.1013
Si  0.1107  0.1487  30.1093  0.0184  0.0102  0.0596
Si  5.4394  -0.0109  29.9091  0.038  0.0067  -0.0057
Si  2.6144  2.5441  30.0846  -0.0191  0.0119  0.0008
Si  8.1983  2.7072  29.8871  0.0059  -0.0182  0.0009
Si  -0.0141  5.4258  29.899  0.0445  0.032  -0.0111
Si  5.4304  5.4247  29.9138  0.0315  0.0284  -0.0324
Si  2.7343  8.1627  29.918  0.0617  -0.119  0.0348
Si  8.2475  8.1968  29.906  0.0046  -0.0735  -0.0513
B  1.37  1.3675  31.2799  0.0191  0.0062  -0.042
Si  6.8264  1.3685  31.2659  -0.0349  0.0037  -0.0194
Si  4.0613  4.0288  31.2671  0.0082  0.0078  -0.0055
Si  9.6027  4.0316  31.2691  -0.0134  -0.0077  0.0231
Si  1.3607  6.8085  31.2756  -0.0349  0.0069  -0.0111
Si  6.8311  6.8392  31.2512  -0.0039  0.005  0.0011
Si  4.0399  9.6075  31.2774  -0.0125  0.0126  0.0239
Si  9.6035  9.5993  31.2743  -0.0017  -0.0027  0.0232
Si  2.5928  0.1633  0.5281  -0.0782  0.0472  -0.0742
Si  8.2136  0.0146  0.6652  -0.0376  -0.0133  0.005
Si  0.1637  2.5966  0.5282  0.0324  -0.0606  -0.0831
Si  5.4715  2.7485  0.7015  0.0627  -0.0116  0.0483
Si  2.7412  5.4467  0.6731  0.0044  0.0224  0.0093
Si  8.2307  5.466  0.6522  -0.0228  0.0185  0.0295
Si  0.0156  8.2237  0.697  0.0207  -0.0402  0.0374
Si  5.4582  8.244  0.6725  0.0376  -0.0241  0.0224
Si  4.0511  1.3739  2.0054  0.0234  -0.0247  0.0181
Si  9.6548  1.3639  1.9681  0.0528  0.0115  0.0058
Si  1.35  4.0879  1.9946  -0.1087  0.0543  0.0044
Si  6.8506  4.1487  2.0331  -0.0561  0.0553  -0.0362
Si  4.09  6.8518  2.0181  0.0102  0.0492  -0.0204
Si  9.583  6.8379  2.0481  0.029  0.0107  0.0085
Si  1.3865  9.6711  1.9961  -0.0363  -0.0215  0.0031
Si  6.8382  9.6316  2.0294  -0.1027  0.0189  0.0021
Si  0.0288  0.0358  3.4495  -0.0307  -0.0176  -0.0767
Si  5.4507  0.0419  3.408  0.055  0.0282  -0.0423
Si  2.7044  2.7687  3.3749  0.1231  -0.0032  0.0546
Si  8.2957  2.7716  3.2714  -0.1054  -0.0165  0.2061
Si  0.0362  5.4845  3.4339  -0.0409  0.0122  -0.0842
Si  5.4699  5.5326  3.407  0.048  -0.0482  -0.0131
Si  2.7233  8.2674  3.3371  0.0706  -0.0368  0.0836
Si  8.2423  8.2934  3.3554  -0.038  -0.1422  0.0712
Si  1.3702  1.4528  4.8224  0.0367  0.0094  -0.0164
Si  6.912  1.4749  4.6644  0.0489  0.0415  -0.0581
Si  4.0559  4.1539  4.7285  -0.009  -0.027  -0.0092
Si  9.6029  4.0702  4.7522  -0.0271  0.0186  -0.0066
Si  1.363  6.971  4.7828  0.0388  0.0348  0.0152
Si  6.8399  6.9878  4.7067  0.0386  0.0599  -0.0232
Si  4.0846  9.5743  4.7572  0.0147  -0.058  0.0021
Si  9.621  9.5756  4.8084  0.0232  0.0471  0.0493
Si  2.7628  0.0412  6.1117  -0.0452  -0.0074  0.029
Si  8.2919  0.1256  6.0509  -0.0096  -0.0115  0.0038
Si  0.0207  2.7977  6.2821  -0.0113  -0.016  0.0349
Si  5.5249  2.8366  6.0261  0.0173  0.0349  -0.011
Si  2.7532  5.6055  6.1011  0.0101  -0.0053  -0.0048
Si  8.2591  5.595  5.9318  0  -0.0055  -0.0043
Si  0.0532  8.3003  6.3315  -0.0315  -0.033  0.0049
Si  5.4976  8.3068  6.1919  0.0009  -0.0081  0.0085
Si  4.4334  1.1889  7.2923  0.0433  -0.067  -0.1876
Si  9.8077  1.1477  7.5937  0.073  0.0025  -0.2638
Si  1.1866  4.5056  7.4707  -0.0817  0.022  -0.1907
Si  6.6459  4.537  7.2178  -0.0714  0.0154  -0.2441
Si  4.3245  6.7083  7.5103  0.0512  -0.0225  -0.2394
Si  9.7342  6.6133  7.4756  0.0733  -0.006  -0.236
Si  1.2824  9.9351  7.6678  -0.0356  0.0462  -0.2222
Si  6.7251  9.9683  7.3747  -0.0521  0.0149  -0.2063
O  9.5637  1.2456  24.0103  -0.0158  -0.014  -0.1511
O  4.0932  6.8066  23.98  0.03  -0.0515  -0.1301
O  4.0336  1.2477  24.0637  -0.0005  0.0011  -0.15
O  9.5511  6.7124  23.9308  -0.0182  0.0237  -0.1296
O  -0.0232  5.5411  7.986  0.0083  0.001  0.121
O  5.5785  0.1308  7.8779  -0.0126  0.0097  0.1158
O  0.0629  0.0755  8.1089  0.0088  0.001  0.121
O  5.5267  5.6017  7.839  -0.0038  0.0247  0.1382
O  7.5916  3.9494  8.415  0.0975  -0.0767  0.2726
O  8.7392  7.0484  8.7431  -0.1045  0.0952  0.2487
O  2.1784  9.4515  9.0116  0.1186  -0.0843  0.2584
O  8.8958  1.674  8.9004  -0.1128  0.1084  0.2573
O  7.6219  9.4673  8.6718  0.095  -0.0932  0.2756
O  3.6217  1.8292  8.5668  -0.0702  0.1326  0.2638
O  3.5917  7.2235  8.9221  -0.076  0.1114  0.2957
O  2.0744  4.0122  8.7844  0.1254  -0.0685  0.2291
O  8.1168  3.5014  23.3981  -0.1071  0.0875  -0.298
O  0.4644  4.9362  22.9941  0.0936  -0.1069  -0.2698
O  1.9205  2.7432  23.2492  -0.1207  0.0815  -0.3063
O  5.8104  4.9137  23.1329  0.114  -0.106  -0.2641
O  5.5486  9.9992  23.5318  0.0838  -0.0804  -0.2541
O  2.4183  8.6835  23.0593  -0.118  0.1033  -0.2971
O  0.1758  10.0811  23.094  0.1095  -0.1307  -0.3272
O  7.8041  8.5862  23.0921  -0.1051  0.1038  -0.2572
Si  8.6579  7.7067  18.4534  -0.0019  -0.009  0.1326
Si  8.7864  6.3564  13.6235  -0.0066  0.0037  -0.1198
Si  3.7931  1.541  14.7235  -0.008  0.0118  -0.0787
Si  2.1348  5.7532  17.6308  -0.0171  -0.0111  0.1158
Si  2.4185  3.155  19.5072  -0.0495  0.0035  0.2598
Si  9.8122  9.0303  12.0695  -0.0178  -0.0241  -0.2653
Si  1.3227  9.4215  22.0981  -0.0087  -0.0153  0.5064
Si  9.1709  0.9633  13.1947  0.0021  0.0091  -0.1451
Si  1.4216  5.0525  13.0179  0.0121  -0.0115  -0.1389
Si  1.7945  8.2536  12.804  0.0484  -0.0043  -0.2497
Si  6.6645  9.5634  22.4456  0.0252  -0.0352  0.4423
Si  4.5258  4.6023  15.706  0.0027  0.0138  -0.0277
Si  8.2091  3.0124  9.567  -0.0048  -0.061  -0.4215
Si  0.8411  8.2551  19.2724  0.0088  0.0533  0.2775
Si  6.9559  1.36  21.1016  0.0169  0.0059  0.3226
Si  8.2287  8.3155  9.6521  -0.0216  -0.0086  -0.4541
Si  10.8925  5.2047  15.6038  0.0078  -0.0065  -0.0178
Si  7.5673  9.4995  16.3204  -0.0096  -0.0176  0.016
Si  9.9377  2.0723  20.3128  -0.0011  0.0124  0.2981
Si  3.216  8.5096  9.8963  -0.0406  -0.0234  -0.4667
Si  6.6953  3.3621  17.4183  -0.0068  0.0003  0.1154
Si  1.1705  0.2168  19.8257  0.0129  -0.027  0.242
Si  3.2342  2.8147  12.2813  0.0177  -0.0073  -0.2619
Si  7.2144  5.4047  19.7028  0.0194  -0.0334  0.2893
Si  5.7483  8.665  11.5314  0.0009  -0.0213  -0.3101
Si  5.7871  6.0675  13.193  0.0002  0.0059  -0.1824
Si  4.6331  9.7143  17.6304  -0.0016  -0.0018  0.1201
Si  1.0311  3.6096  22.1958  0.0117  0.0506  0.484
Si  4.9009  1.4949  18.8093  0.0384  -0.0004  0.1853
Si  3.202  3.0837  9.4964  -0.0367  -0.0071  -0.4261
Si  6.4495  10.8135  13.7865  -0.0036  -0.0271  -0.1387
Si  10.3478  0.1201  15.9722  0.0022  0.0194  0.0021
Si  5.6647  3.6513  11.1445  0.008  -0.0407  -0.306
Si  9.8373  3.8951  11.8954  -0.0377  -0.0109  -0.2795
Si  2.3422  9.9244  15.5413  0.01  -0.0211  -0.03
Si  6.0772  8.137  19.8156  -0.0105  0.0335  0.2857
Si  6.9231  3.9801  22.3969  -0.0127  0.0112  0.4577
Si  9.7579  2.783  17.3727  0.0073  -0.0016  0.1501
O  7.1963  6.3755  13.9678  0.0184  0.0015  0.0505
O  1.8794  7.0672  18.6789  0.0282  -0.0551  -0.0827
O  10.2974  4.0352  16.525  0.0079  0.0172  -0.0275
O  6.1653  9.9615  17.0566  0.0185  0.0062  -0.0309
O  10.1439  0.7059  14.4686  0.022  -0.0083  0.0573
O  8.4464  6.1267  18.8802  0.0223  0.0296  -0.0742
O  5.1672  0.6824  14.4213  -0.0132  0.0072  0.0383
O  5.7209  2.0669  17.53  0.0153  0.017  -0.0618
O  8.3523  1.9592  20.5663  0.0439  0.002  -0.1145
O  1.993  4.3081  18.4152  -0.0019  0.0607  -0.1067
O  6.9661  2.7951  10.6279  -0.0755  0.0238  0.1654
O  4.8699  2.7018  12.2059  -0.0306  -0.0218  0.1194
O  6.0268  4.401  16.3508  -0.0084  0.0066  -0.0238
O  4.5672  3.9204  9.9284  0.0736  0.0126  0.1865
O  10.6937  2.7944  21.5703  -0.0746  -0.0715  -0.2004
O  9.725  6.1565  14.9587  0.0178  -0.0089  0.0447
O  6.0067  6.5006  19.8539  0.0021  0.0054  -0.0842
O  4.0854  0.1828  18.2843  -0.0002  -0.0309  -0.0611
O  9.2591  10.5526  12.2711  -0.0051  0.0502  0.0887
O  2.853  4.3579  12.6902  -0.0225  0.0333  0.0774
O  1.9157  10.7005  21.2309  -0.0092  0.0745  -0.2078
O  3.9964  2.733  19.3928  0.024  -0.017  -0.0693
O  0.7292  10.0457  15.9622  -0.0037  0.0034  -0.0024
O  1.276  9.8145  18.8518  0.0002  -0.0273  -0.0976
O  1.7176  1.6724  19.2974  0.0172  0.0165  -0.0741
O  8.9386  10.3909  16.4975  0.0027  0.0011  -0.0087
O  4.8737  8.5996  18.8076  -0.0378  0.0306  -0.1111
O  9.5685  8.759  10.4761  0.0752  0.0391  0.233
O  6.7433  4.1022  18.8661  -0.0143  -0.0421  -0.1211
O  2.8396  1.7239  13.3961  0.0056  -0.0321  0.0948
O  5.8369  8.7812  21.2845  -0.0348  -0.082  -0.2632
O  2.5468  2.4471  10.8544  -0.0033  -0.0154  0.2311
O  7.6062  4.857  21.1925  0.0177  0.0862  -0.2627
O  5.2129  7.4708  12.5394  0.0007  -0.0528  0.1102
O  0.4307  9.0648  12.4878  0.0097  0.002  0.0756
O  7.5785  1.0526  13.5724  -0.0096  -0.0032  0.0497
O  7.1055  9.6317  14.7478  0.0141  -0.0104  0.0415
O  8.9754  5.0302  12.6853  -0.0116  0.0484  0.0927
O  8.0915  8.0396  16.9228  -0.0125  0.0209  -0.057
O  6.2133  2.5789  21.9141  -0.0035  -0.0841  -0.1799
O  2.4534  9.0642  14.1053  0.0092  0.0403  0.0911
O  0.4214  4.484  11.8585  0.0317  0.0197  0.0939
O  0.8145  8.3202  20.946  -0.029  -0.0614  -0.2698
O  9.3853  3.8233  10.3382  0.0796  0.049  0.2262
O  9.6512  2.3841  12.5278  -0.003  -0.0565  0.0929
O  7.6211  8.5756  19.4029  0.0447  -0.0108  -0.0949
O  2.5502  8.1704  11.3522  -0.0782  -0.0125  0.2687
O  3.9822  3.0583  15.3692  0.0013  0.0053  0.0186
O  0.8406  4.4915  14.4347  -0.0153  -0.0013  0.0657
O  10.0596  3.0024  18.9649  -0.0107  0.0292  -0.1675
O  9.1427  7.802  12.9348  -0.0089  -0.0502  0.0899
O  10.5189  0.5496  20.1022  0.007  -0.0124  -0.0966
O  6.0356  5.0331  11.9309  0.0016  0.0768  0.1338
O  8.1563  2.762  17.027  -0.0047  -0.0064  -0.0394
O  3.5301  5.4793  16.7258  0.0173  -0.0037  -0.0289
O  4.6649  9.1319  10.3764  0.0834  0.0037  0.1834
O  1.5323  6.674  13.1671  -0.0112  -0.0242  0.059
O  4.7606  5.4894  14.3388  -0.0197  -0.0204  0.0699
O  2.0496  3.8706  20.936  0.0811  -0.0291  -0.2586
O  10.5448  1.4121  16.9536  0.001  -0.02  -0.0358
O  0.9456  6.0738  16.5547  -0.015  -0.0038  -0.0234
O  7.3423  10.9599  21.9428  0.0105  0.0858  -0.1716
O  5.9376  0.924  19.9238  -0.0876  -0.0005  -0.172
O  6.0715  10.0184  12.4012  0.0249  0.0793  0.139
O  2.8445  0.5476  15.5915  -0.0056  -0.0046  0.0078
O  7.0513  8.0148  10.7555  -0.0839  0.0051  0.1865
O  10.2439  8.0269  18.6983  -0.0439  -0.0128  -0.067
O  3.4458  9.2066  16.5806  -0.0112  -0.0035  -0.0235

Results
free energy: -137022.700 eV
free energy less fixed offsets of B -154.04, O -568.88, Si -635.61 eV per atom: 4.430 eV

The program warned: the cutoff lies below the one the program advises for these potential files; the forces do not sum to zero within the program's tolerance; the exchange-correlation potential is rough where the density is thin.
